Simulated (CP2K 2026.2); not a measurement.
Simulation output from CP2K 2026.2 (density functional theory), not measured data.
Periodic cell of 534 atoms, Si358O176, from a study of silicon, its oxide and their interface. The atomic structure is a simulated model.
Doubt: the forces sum to 2.81 eV/angstrom along one axis rather than to zero, so they err by at least 0.0053 eV/angstrom per atom on average; the grid cutoff is modest.

Settings
functional: PBE
method: Gaussian and plane waves
basis set: DZVP-MOLOPT-SR-GTH
pseudopotentials: GTH-PBE
grid cutoff: 350 Ry, relative cutoff 50 Ry
k points: Gamma only
occupations: fixed
spin: none
net charge: 0

Cell vectors (angstrom)
a 16.4025 0 0
b 0 16.4025 0
c 0 0 35.4119

Atoms and the computed forces on them: element, x, y, z (angstrom), force x, y, z (eV/angstrom)
Si 1.367 15.9 34.841 0.37 0.249 0.328
Si 2.248 3.331 0.16 -0.479 -0.174 -0.274
Si 0.189 4.64 35.146 -0.576 -0.129 0.389
Si 2.198 8.795 35.335 0.339 -0.239 -0.083
Si 0.608 10.601 0.005 -0.101 0.35 0.218
Si 3.065 13.358 0.373 0.102 -0.078 -0.277
Si 5.7 15.955 0.221 -0.019 -0.047 0.088
Si 8.347 2.43 35.372 -0.131 -0.109 0.281
Si 5.276 5.192 34.138 -0.151 -0.302 -0.253
Si 7.832 6.738 34.298 0.13 0.199 0.88
Si 5.103 11.115 0.065 -0.315 0.223 -0.023
Si 7.903 13.793 35.318 -0.04 0.209 -0.08
Si 10.62 0.141 0.318 -0.015 0.236 0.178
Si 12.992 3.018 35.176 -0.373 0.398 -0.177
Si 10.688 5.364 35.248 -0.176 0.156 0.761
Si 13.299 8.388 35.284 0.149 -0.119 -0.097
Si 11.017 10.536 0.237 -0.16 -0.215 -0.333
Si 13.651 13.384 35.401 -0.223 -0.03 -0.183
Si 1.554 1.251 1.112 -0.014 -0.033 0.013
Si 4.053 4.128 1.368 0.026 0.205 -0.004
Si 1.341 7.024 1.196 -0.247 -0.067 -0.157
Si 3.963 9.554 1.344 -0.055 0.173 0.006
Si 1.48 12.13 1.552 0.084 -0.051 -0.194
Si 4.273 14.844 1.682 0.124 -0.038 -0.129
Si 6.751 1.333 1.35 -0.032 -0.113 -0.351
Si 9.431 4.109 1.335 0.008 -0.261 -0.314
Si 7.523 7.401 1.201 -0.031 0.136 0.155
Si 9.324 9.221 1.456 0.076 0.119 -0.011
Si 6.798 12.225 1.323 0.03 -0.095 -0.182
Si 9.448 14.862 1.397 0.004 0.036 -0.21
Si 12.272 1.416 1.351 -0.098 -0.238 0.148
Si 14.808 3.857 1.123 0.205 0.422 -0.059
Si 12.168 6.767 1.205 0.001 -0.011 -0.35
Si 15.073 9.577 1.146 -0.119 -0.175 -0.26
Si 12.263 12.161 1.463 -0.048 -0.107 0.023
Si 15.218 14.898 0.954 0.149 0.135 -0.211
Si 16.318 2.539 2.49 0.121 -0.192 -0.043
Si 2.839 0.007 2.719 0.028 0.115 -0.027
Si 16.304 8.182 2.644 0.025 0.107 0.149
Si 2.694 5.584 2.581 0.171 0.101 0.185
Si 0.048 13.663 2.607 0.044 -0.01 0.089
Si 2.765 10.801 2.928 -0.079 -0.075 0.089
Si 5.398 2.733 2.698 0.107 -0.207 0.007
Si 8.144 16.361 2.735 0.09 0.003 0.237
Si 5.542 8.217 2.509 0.198 -0.106 -0.176
Si 8.206 5.587 2.652 -0.106 0.045 -0.098
Si 5.595 13.487 2.947 0.042 -0.012 0.08
Si 8.183 10.858 2.711 -0.04 0.068 -0.083
Si 10.874 2.759 2.721 -0.042 -0.102 0.097
Si 13.817 16.338 2.456 -0.097 0.162 -0.058
Si 10.941 8.107 2.753 -0.084 -0.044 -0.021
Si 13.638 5.414 2.553 -0.04 -0.076 -0.119
Si 10.905 13.578 2.725 -0.083 0.1 0.108
Si 13.75 10.868 2.687 0.138 -0.031 0.119
Si 1.305 4.063 3.869 0.051 -0.104 -0.229
Si 4.13 1.37 4.126 -0.154 -0.013 0.004
Si 1.272 9.472 4.129 0.174 0.011 -0.054
Si 4.143 6.859 3.965 -0.088 0.089 -0.05
Si 1.401 15.027 4.023 -0.092 0.082 -0.089
Si 4.118 12.204 4.236 0.133 -0.066 -0.02
Si 6.808 4.152 3.983 -0.008 0.141 -0.004
Si 9.549 1.343 4.089 -0.01 0 -0.225
Si 6.771 9.544 4.066 0.082 0.061 -0.04
Si 9.6 6.757 4.134 0.113 0.12 0.079
Si 6.876 14.996 4.201 0.052 0.006 -0.155
Si 9.549 12.225 4.083 0.069 0.018 0.045
Si 12.304 4.11 4.04 -0.059 -0.112 -0.138
Si 15.039 1.267 3.996 0.097 -0.015 -0.048
Si 12.342 9.509 4.044 0.05 0.026 0.011
Si 14.975 6.77 3.995 0.024 0.043 -0.085
Si 12.351 15.038 3.92 0.006 -0.082 -0.004
Si 15.065 12.31 4.027 -0.087 0.056 -0.026
Si 0.006 16.388 10.9 0.017 -0.027 -0.002
Si 2.743 2.728 10.89 -0.019 -0.006 -0.01
Si 0.008 5.479 10.888 -0.013 0.02 -0.012
Si 2.737 8.226 10.877 -0.029 0.021 -0.016
Si 16.397 10.933 10.876 -0.022 -0.003 0.006
Si 2.736 13.676 10.886 0 -0.01 0.011
Si 5.466 16.401 10.877 -0.005 0.029 0.007
Si 8.187 2.728 10.85 -0.005 -0.007 -0.008
Si 5.472 5.466 10.892 -0.005 -0.032 0.013
Si 8.203 8.207 10.908 -0.014 -0.033 -0.003
Si 5.47 10.953 10.912 -0.023 0.013 0.02
Si 8.188 13.666 10.896 0.03 0.013 0.002
Si 10.915 16.382 10.882 -0.017 0.048 0.002
Si 13.658 2.729 10.883 -0.006 -0.004 -0.009
Si 10.932 5.468 10.872 -0.012 -0.009 0.013
Si 13.67 8.212 10.873 -0.019 0.011 -0.019
Si 10.929 10.933 10.915 0.013 0.003 0.003
Si 13.668 13.656 10.892 0.006 0.002 -0.002
Si 1.401 1.34 12.257 -0.022 0.046 -0.019
Si 4.118 4.095 12.254 -0.012 -0.024 0.009
Si 1.377 6.872 12.241 0.035 0.005 -0.011
Si 4.083 9.602 12.263 0.005 -0.059 0.003
Si 1.369 12.301 12.241 -0.015 0.015 -0.03
Si 4.109 15.035 12.265 -0.007 -0.004 -0.008
Si 6.833 1.371 12.234 0.036 0.038 -0.018
Si 9.542 4.099 12.212 0.003 0.003 -0.025
Si 6.829 6.846 12.263 0.016 0.037 0.006
Si 9.542 9.59 12.292 0.033 0.019 0.01
Si 6.823 12.327 12.301 -0.008 -0.003 0.012
Si 9.541 15.032 12.267 -0.009 -0.032 -0.001
Si 12.269 1.363 12.233 -0.008 -0.053 -0.014
Si 15.026 4.115 12.237 -0.002 0.005 -0.013
Si 12.28 6.868 12.234 0.057 -0.018 -0.03
Si 15.027 9.586 12.251 0.031 -0.01 -0.015
Si 12.29 12.31 12.27 0.008 -0.015 0.003
Si 15.041 15.009 12.26 -0.006 0.039 0.006
Si 0.018 2.734 13.557 0.061 -0.031 -0.029
Si 2.769 16.389 13.664 -0.02 -0.018 0.074
Si 0.029 8.259 13.612 -0.063 -0.041 0.021
Si 2.779 5.523 13.575 -0.085 0.012 -0.018
Si 0.02 13.645 13.63 0.078 -0.105 0.02
Si 2.733 10.983 13.648 -0.043 0.021 0.016
Si 5.484 2.721 13.625 0.002 -0.022 -0.014
Si 8.166 0.005 13.622 0.025 0.032 0.026
Si 5.47 8.249 13.608 -0.048 0.022 -0.044
Si 8.199 5.457 13.602 0.041 -0.061 -0.001
Si 5.456 13.699 13.686 -0.01 0.008 0.049
Si 8.183 10.964 13.686 0.016 -0.016 0.049
Si 10.883 2.733 13.583 0.002 0.025 0.039
Si 13.625 16.373 13.57 0.029 0.05 -0.03
Si 10.913 8.214 13.637 -0.036 0.027 0.065
Si 13.659 5.516 13.584 -0.058 0.021 0.04
Si 10.898 13.66 13.635 -0.016 0.033 -0.02
Si 13.661 10.947 13.629 -0.045 0.041 0.002
Si 1.413 4.126 14.866 -0.015 -0.015 -0.083
Si 4.182 1.338 15.039 0.012 0.085 0.04
Si 1.365 9.636 15.025 0.021 0.02 0.083
Si 4.132 6.888 14.971 0.069 0.043 0.055
Si 1.401 14.987 15.018 -0.091 0.048 0.006
Si 4.073 12.342 15.064 -0.034 0.01 0.037
Si 6.832 4.11 14.981 0.051 0.013 0.055
Si 9.525 1.372 14.982 -0.055 -0.01 0.033
Si 6.775 9.61 15.035 -0.011 -0.074 0.034
Si 9.533 6.826 14.987 0.024 0.015 0.014
Si 6.8 15.107 15.062 0.064 -0.026 0.001
Si 9.545 12.346 15.073 0.031 0.005 0.101
Si 12.231 4.159 14.895 0.05 -0.032 -0.035
Si 15.02 1.351 14.856 -0.098 -0.097 -0.039
Si 12.262 9.619 15 0.071 0.006 0.018
Si 15.05 6.893 14.942 0.07 0.067 -0.05
Si 12.263 15.03 14.973 -0.003 -0.029 0.028
Si 15.044 12.29 15.003 0.014 0.059 0.112
Si 16.312 16.35 16.224 0.063 0.042 0.04
Si 2.812 2.824 16.229 0.014 0 0.066
Si 0.066 5.489 16.202 -0.043 0.041 0.094
Si 2.819 8.304 16.337 -0.098 -0.033 -0.001
Si 16.387 10.966 16.465 0.064 0.051 0.058
Si 2.757 13.699 16.524 0.119 -0.157 0.129
Si 5.499 0.016 16.578 0.071 -0.058 0.11
Si 8.124 2.697 16.375 0.192 0.062 0.016
Si 5.521 5.54 16.338 -0.108 -0.104 0.176
Si 8.1 8.145 16.334 0.04 0.235 0.028
Si 5.45 11.014 16.453 0.007 0.024 0.036
Si 8.189 13.789 16.432 -0.1 0.042 -0.064
Si 10.911 0.016 16.33 0.061 0.054 0.123
Si 13.657 2.778 16.12 -0.002 0.111 0.088
Si 10.9 5.472 16.364 0.044 -0.05 0.18
Si 13.699 8.291 16.31 -0.011 -0.07 0.111
Si 10.904 10.948 16.444 -0.125 0.038 0.153
Si 13.632 13.651 16.323 0.088 -0.064 0.046
Si 1.352 1.401 17.341 -0.051 -0.197 -0.191
Si 4.179 4.166 17.688 0.162 0.089 -0.111
Si 1.489 6.814 17.552 -0.005 0.049 -0.208
Si 4.104 9.641 17.856 -0.011 0.06 0.092
Si 1.312 12.369 17.9 -0.171 -0.053 0.085
Si 4.143 15.03 18.018 -0.052 0.043 0.056
Si 6.897 1.425 17.988 0.038 0.07 0.087
Si 9.48 4.052 17.722 -0.028 0.004 -0.063
Si 6.815 6.841 17.864 -0.043 -0.136 0.262
Si 9.41 9.52 17.674 -0.146 -0.073 -0.098
Si 6.782 12.477 17.798 0.057 -0.155 -0.155
Si 9.547 15.161 17.831 0.097 0.228 -0.079
Si 12.316 1.495 17.528 0.037 -0.054 -0.016
Si 15.023 4.13 17.462 -0.132 -0.08 -0.212
Si 12.372 6.884 17.625 -0.023 0.026 -0.008
Si 15.029 9.545 17.846 0.018 0.079 -0.065
Si 12.364 12.308 17.818 0.206 0.173 -0.132
Si 14.922 15.064 17.702 -0.005 -0.078 0.07
Si 0.057 2.768 18.656 -0.058 -0.157 0.185
Si 2.529 0.171 18.896 -0.151 0.047 0.13
Si 0.053 7.948 18.936 -0.028 -0.144 0.228
Si 2.874 5.61 19.006 0.043 0.017 0.444
Si 16.305 13.852 19.224 -0.08 -0.134 0.027
Si 2.585 10.833 19.274 0.164 0.078 -0.024
Si 5.389 2.837 19.241 -0.143 0.002 0.227
Si 8.538 0.311 19.457 0.013 -0.084 -0.119
Si 5.419 8.273 19.291 0.06 0.206 0.351
Si 8.099 5.263 19.226 -0.136 0.171 0.189
Si 5.632 13.647 19.537 -0.332 -0.161 -0.357
Si 8.075 11.018 19.041 -0.043 -0.144 -0.034
Si 10.986 2.762 18.98 0.099 0.222 -0.05
Si 13.673 0.277 18.957 -0.146 -0.243 0.119
Si 10.81 8.079 18.918 -0.019 0.124 0.123
Si 13.779 5.461 18.911 0.061 -0.109 0.267
Si 10.905 13.706 19.065 0.14 -0.042 0.27
Si 13.786 11.012 19.321 -0.017 -0.222 0.193
Si 1.478 4.048 19.948 -0.057 -0.113 0.543
Si 3.51 1.806 20.243 -0.361 0.232 -0.061
Si 1.273 9.237 20.385 -0.452 -0.085 -0.246
Si 4.204 6.776 20.753 0.198 -0.128 -0.603
Si 0.638 15.916 20.168 0.269 -0.29 -0.38
Si 3.339 12.132 21.128 -0.221 -0.31 -0.031
Si 6.376 4.367 20.82 0.2 -0.277 -0.457
Si 10.332 1.377 20.749 -0.033 -0.023 0.253
Si 6.773 9.77 20.616 0.169 -0.229 -0.352
Si 9.855 6.36 20.272 0.248 -0.153 0.031
Si 6.897 14.645 21.279 0.345 0.26 0.301
Si 10.02 11.797 20.075 -0.392 0.327 -0.03
Si 12.23 4.291 20.198 -0.023 0.207 -0.134
Si 15.454 1.284 20.142 -0.194 0.471 0.152
Si 11.317 9.848 20.377 0.287 -0.855 0.154
Si 15.627 6.157 20.233 -0.054 0.083 0.011
Si 12.097 16.117 20.643 0.334 0.03 -0.134
Si 14.889 12.581 20.731 0.175 0.404 -0.091
Si 14.169 3.017 22.46 0.096 0.138 -0.192
Si 14.505 5.941 23.005 -0.019 0.201 0.257
Si 2.759 8.205 23.02 -0.118 -0.163 0.048
Si 13.563 14.617 22.619 -0.051 -0.205 0.169
Si 1.937 14.555 22.412 -0.268 0.322 0.241
Si 4.47 16.21 22.607 -0.038 0.376 -0.039
Si 6.059 1.072 24.898 0.24 -0.164 0.18
Si 16.2 10.642 22.507 -0.313 -0.101 0.104
Si 9.327 8.517 22.115 0.131 0.104 0.315
Si 2.823 11.17 23.318 -0.05 -0.175 0.235
Si 8.845 12.617 22.837 0.356 -0.068 0.268
Si 8.586 15.756 25.307 0.066 -0.057 0.292
Si 9.713 1.714 26.536 -0.068 -0.106 0.181
Si 7.005 3.909 23.958 -0.051 0.06 0.329
Si 9.917 7.934 24.753 0.134 0.052 0.317
Si 6.538 9.357 26.236 0.232 0.023 0.341
Si 4.74 15.342 26.702 0.021 0.112 0.244
Si 2.813 4.543 28.932 0.112 0.034 -0.102
Si 14.922 8.575 24.497 -0.245 0.02 0.093
Si 10.739 12.379 25.404 0.333 -0.09 0.329
Si 13.769 10.597 28.261 -0.086 0.038 -0.091
Si 13.786 3.855 28.624 -0.052 0.058 -0.128
Si 15.931 12.569 27.064 -0.121 -0.055 0.035
Si 10.04 2.961 23.683 0.044 0.048 0.296
Si 7.468 6.362 25.846 0.148 0.088 -0.022
Si 12.202 9.839 25.754 0.028 0.054 -0.11
Si 4.723 12.826 24.931 0.122 0.194 0.551
Si 6.87 13.517 26.793 0.187 0.21 0.211
Si 12.155 5.983 29.789 -0.087 -0.001 -0.11
Si 15.957 15.314 28.632 0.012 0.003 -0.002
Si 6.383 10.912 23.41 0.298 -0.147 0.227
Si 11.522 14.977 24.657 0.077 -0.178 0.289
Si 8.893 4.322 27.5 0.075 0.062 0.102
Si 13.54 1.162 24.874 0.021 -0.203 0.231
Si 0.211 3.645 29.474 -0.056 0.012 -0.15
Si 3.414 7.303 29.91 -0.125 0.143 -0.283
Si 1.718 10.483 27.576 -0.018 0.011 0.084
Si 1.286 8.317 25.741 -0.169 -0.001 0.075
Si 12.179 15.466 33.482 -0.236 0.078 -0.083
Si 4.556 9.941 28.615 0.044 0.057 0.055
Si 1.923 2.451 27.394 -0.165 -0.17 -0.221
Si 8.588 2.144 32.162 -0.013 -0.23 -0.225
Si 16.221 14.283 24.462 -0.237 0.066 0.255
Si 6.15 11.571 30.862 -0.037 0.235 -0.153
Si 9.16 11.661 33.503 -0.035 0.238 -0.127
Si 12.538 1.455 27.633 -0.081 -0.137 -0.151
Si 9.935 4.175 30.422 0.044 -0.106 -0.137
Si 16.39 0.501 25.994 -0.028 0.024 0.055
Si 11.794 5.33 26.963 -0.093 0.06 -0.029
Si 11.703 5.689 24.001 0.018 0.067 0.187
Si 8.706 11.288 27.621 0.09 -0.053 0.019
Si 13.099 15.832 29.508 -0.077 -0.175 -0.233
Si 3.201 6.963 33.051 -0.028 -0.1 -0.089
Si 5.846 0.689 31.085 0.269 -0.211 -0.112
Si 3.795 16.35 33.182 0.131 -0.076 -0.199
Si 0.732 7.872 28.522 -0.141 -0.075 -0.136
Si 2.728 15.445 29.156 0.108 -0.051 -0.002
Si 4.676 14.32 31.204 0.266 0.17 -0.119
Si 14.53 7.94 29.869 -0.008 -0.03 -0.069
Si 11.462 1.738 31.166 -0.266 -0.1 -0.227
Si 6.874 9.674 33.339 -0.029 0.168 -0.154
Si 9.115 12.033 30.468 0.002 0.182 -0.4
Si 3.86 1.743 29.253 0.257 -0.018 0.011
Si 13.461 11.426 31.186 -0.229 0.013 -0.273
Si 13.698 1.769 33.273 -0.161 0.159 0.002
Si 16.382 3.179 32.506 0.194 0.025 0.048
Si 14.187 8.903 32.568 -0.166 -0.071 -0.342
Si 2.717 4.004 33.389 0.292 -0.281 0.146
Si 11.564 13.736 30.962 -0.059 -0.089 -0.401
Si 15.333 11.495 33.38 -0.032 0.232 -0.334
O 2.166 14.446 34.908 -0.535 0.253 -0.391
O 2.179 0.18 33.513 -0.234 -0.061 0.018
O 2.279 5.592 33.096 0.105 -0.213 0.08
O 16.145 15.548 35.034 -0.293 -0.319 0.568
O 16.105 4.426 33.543 0.006 0.122 0.327
O 0.427 6.256 35.394 0.194 -0.235 0.592
O 5.18 12.778 31.407 -0.026 0.035 0.287
O 2.512 8.256 33.76 -0.224 0.253 -0.017
O 0.432 11.6 34.012 0.022 0.011 0.039
O 15.136 9.877 33.454 -0.104 0.065 0.296
O 3.976 14.831 32.591 -0.064 0.064 0.142
O 3.53 14.313 30.021 -0.251 -0.085 -0.078
O 4.588 0.169 34.588 0.109 0.134 0.074
O 5.419 1.415 29.655 -0.2 0.168 -0.056
O 8.178 2.388 33.719 0.096 0.33 0.549
O 11.665 6.333 28.25 0.085 -0.166 -0.021
O 4.368 8.475 29.309 -0.099 -0.404 -0.034
O 5.196 4.76 0.3 0.173 0.289 0.1
O 7.356 8.083 33.388 -0.066 0.083 -0.293
O 8.119 10.508 33.976 -0.037 -0.133 0.521
O 5.589 10.057 34.277 -0.136 0.088 -0.034
O 4.076 12.337 34.866 0.169 -0.197 0.729
O 10.501 11.458 34.377 0.139 -0.016 -0.199
O 6.812 14.981 34.819 0.132 -0.146 0.247
O 9.515 1.336 0.242 0.084 -0.025 0.034
O 10.925 16.242 34.15 0.214 -0.211 0.178
O 15.323 1.982 32.977 0.137 -0.154 0.012
O 11.786 4.217 34.658 0.704 -0.682 0.013
O 6.867 5.462 33.827 0.041 -0.101 -0.307
O 9.451 6.194 34.329 0.119 0.038 -0.076
O 4.548 6.637 33.922 -0.091 0.434 0.002
O 13.614 7.858 33.69 -0.169 0.061 0.273
O 15.093 8.219 31.385 0.156 -0.095 0.102
O 12.121 9.514 34.949 0.026 0.005 0.567
O 12.638 14.281 34.47 0.133 -0.25 -0.082
O 11.516 14.848 32.136 0.232 0.411 0.203
O 0.353 5.017 20.766 -0.188 0.234 -0.309
O 2.433 2.973 20.882 0.039 0.09 -0.548
O 4.036 0.788 21.404 -0.075 -0.329 0.468
O 0.06 10.222 20.947 0.247 0.183 0.137
O 15.383 12.024 22.234 -0.059 0.353 -0.143
O 3.808 7.116 22.362 0.062 -0.012 -0.149
O 15.264 9.503 23.201 0.326 0.015 -0.25
O 1.026 15.734 21.771 -0.017 -0.295 0.38
O 1.033 13.761 23.511 0.174 -0.211 -0.096
O 4.833 12.561 20.564 0.226 0.222 -0.175
O 2.374 13.491 21.25 0.398 0.178 -0.25
O 5.438 5.701 20.891 0.128 0.193 0.289
O 6.455 3.868 22.414 0.083 -0.2 -0.517
O 10.122 2.137 22.271 0.007 -0.299 -0.448
O 6.323 2.701 24.874 -0.067 0.251 0.047
O 5.928 10.195 22.001 -0.218 -0.131 -0.273
O 8.199 9.143 21.148 -0.109 -0.009 0.381
O 9.259 6.941 21.692 -0.315 -0.047 0.022
O 8.988 8.776 23.704 -0.222 0.2 -0.156
O 7.921 13.884 22.357 -0.209 0.142 -0.191
O 5.686 15.229 22.207 0.188 -0.419 0.159
O 9.866 12.269 21.649 0.127 0.012 0.272
O 12.945 10.112 20.499 0.132 0.305 -0.397
O 11.06 5.32 20.807 0.02 -0.159 -0.44
O 13.013 3.527 21.426 -0.353 -0.388 -0.061
O 15.205 2.071 21.622 0.161 -0.499 -0.364
O 13.387 2.132 23.589 -0.009 0.069 -0.17
O 8.972 6.972 25.642 0.042 0.119 0.237
O 10.788 9.229 21.836 -0.426 0.131 0.181
O 15.033 6.692 21.666 0.044 -0.095 0.205
O 12.892 5.93 22.945 -0.097 -0.148 -0.252
O 13.102 16.065 21.986 -0.269 0.217 -0.143
O 7.711 15.911 20.65 -0.338 -0.277 -0.125
O 13.819 13.714 21.291 0.094 -0.143 -0.214
O 11.384 14.637 20.396 -0.192 -0.088 -0.484
O 1.128 1.704 26.156 -0.097 0.08 -0.06
O 0.518 15.553 25.247 0.077 -0.173 -0.321
O 1.967 7.676 24.386 0.162 0.164 -0.346
O 14.927 4.348 23.121 0.292 -0.16 -0.224
O 1.172 10.894 23.36 0.381 0.172 0.111
O 1.726 8.425 21.764 -0.266 0.23 -0.185
O 12.213 14.137 23.423 0.007 -0.117 -0.069
O 12.572 16.223 24.89 -0.136 0.203 -0.253
O 15.817 13.101 25.521 -0.078 -0.114 -0.354
O 3.239 15.257 23.074 -0.043 -0.074 0.286
O 4.932 0.812 23.778 -0.148 0.024 -0.121
O 1.015 11.935 27.343 0.3 0.218 0.147
O 7.86 14.352 25.768 0.002 -0.054 -0.335
O 8.592 3.653 23.861 0.073 0.203 -0.053
O 3.465 9.633 23.399 0.221 0.263 -0.147
O 15.885 0.069 27.48 -0.002 0.249 -0.097
O 6.293 9.93 24.721 0.076 -0.061 -0.427
O 13.427 11.526 29.553 -0.158 0.205 0.378
O 9.75 12.775 24.185 -0.45 0.256 -0.513
O 7.919 11.342 23.188 0.206 0.08 0.084
O 5.847 12.434 26.088 -0.241 -0.122 -0.164
O 5.524 12.312 23.583 0.01 0.062 -0.503
O 7.474 0.286 24.529 -0.049 -0.084 -0.253
O 10.332 4.633 26.774 0.046 -0.257 -0.225
O 15.149 0.948 25.049 -0.164 -0.036 -0.035
O 2.409 4.049 27.377 -0.065 -0.107 -0.085
O 6.579 7.703 26.153 -0.158 -0.099 -0.196
O 11.101 4.2 23.788 0.142 -0.247 0.144
O 12.494 10.2 27.323 -0.12 -0.124 0.244
O 10.742 6.959 23.763 0.096 -0.023 -0.33
O 9.939 11.7 26.649 -0.216 0.01 -0.033
O 7.679 5.338 27.109 0.004 -0.105 -0.123
O 13.089 1.95 26.202 -0.249 0.339 0.018
O 9.039 4.443 29.102 0.109 0.081 0.293
O 0.928 2.359 28.726 0.013 0.011 0.065
O 1.352 4.806 29.639 0.127 -0.116 0.302
O 14.932 6.959 24.216 0.164 -0.238 -0.037
O 16.129 8.784 25.56 0.213 0.28 0.277
O 1.237 7.294 27.048 0.048 -0.056 0.037
O 4.435 14.408 25.358 0.024 -0.132 -0.439
O 13.49 9.081 25.098 0.142 -0.297 -0.085
O 14.878 14.698 23.6 -0.043 0.052 0.1
O 14.823 11.396 27.308 0.069 -0.063 -0.157
O 8.868 3.663 31.555 0.142 0.279 0.009
O 5.92 14.589 27.581 -0.185 0.106 0.07
O 10.016 1.326 31.897 0.141 0.002 -0.128
O 5.405 0.387 26.256 -0.175 0.063 0.108
O 13.065 7.263 30.202 0.101 0.032 -0.157
O 13.201 4.727 29.86 0.08 -0.141 0.054
O 3.294 12.038 24.697 -0.14 -0.004 -0.252
O 6.472 10.308 31.865 0.313 -0.167 0.297
O 10.888 8.857 25.681 -0.22 0.019 -0.045
O 14.301 9.22 28.911 -0.025 -0.124 0.129
O 9.292 11.038 29.149 0.192 -0.217 -0.002
O 7.891 10.01 26.965 -0.139 -0.159 0.021
O 8.571 2.787 27.024 -0.175 0.045 -0.231
O 7.768 12.618 27.784 -0.021 0.262 0.216
O 13.056 4.359 27.265 0.277 -0.106 0.051
O 9.052 0.215 26.623 0.039 0.082 0.18
O 3.362 1.7 27.676 -0.127 0.068 0.085
O 12.209 5.959 25.539 0.121 0.238 -0.116
O 15.975 3.359 30.937 -0.118 -0.224 0.055
O 6.823 5.414 24.649 -0.013 -0.151 -0.258
O 11.424 13.825 25.852 0.203 0.148 -0.149
O 11.864 11.252 24.981 0.124 0.235 -0.323
O 13.397 2.278 28.763 0.234 0.183 0.173
O 10.238 1.992 25.004 0.219 -0.123 -0.304
O 14.914 11.919 31.832 0.155 0.016 0.268
O 10.934 1.743 27.618 0.058 -0.116 0.119
O 3.572 3.295 29.715 0.047 0.069 0.248
O 1.104 15.225 29.183 0.036 -0.181 0.245
O 1.653 3.034 32.523 -0.084 -0.001 -0.27
O 3.727 5.88 29.123 0.192 0.055 0.007
O 3.11 10.683 28.407 -0.135 0.049 0.163
O 0.652 9.518 28.381 0.008 -0.06 0.156
O 3.652 7.251 31.512 0.33 0.152 0.267
O 1.845 7.623 29.668 0.046 -0.218 0.115
O 14.327 12.274 34.391 0.14 0.016 0.031
O 2.992 0.494 29.888 -0.121 0.236 0.287
O 5.877 15.439 30.884 0.11 0.116 0.153
O 3.384 15.403 27.63 0.047 -0.114 -0.172
O 4.408 4.065 33.241 0.148 0.248 -0.078
O 5.493 10.905 29.529 -0.071 0.132 -0.033
O 10.834 5.555 30.691 0.195 0.002 0.277
O 7.318 1.307 31.493 0.156 -0.079 0.251
O 15.626 13.822 28.056 0.055 0.233 0.189
O 2.094 9.68 26.185 0.08 -0.156 -0.009
O 7.526 12.388 30.534 -0.154 0.041 0.267
O 5.261 9.716 27.172 -0.046 0.238 -0.153
O 4.622 0.976 32.166 -0.366 0.032 0.055
O 9.487 11.391 31.92 0.027 -0.291 0.447
O 12.475 14.349 29.754 -0.003 0.042 -0.141
O 8.514 13.138 33.891 0.223 0 0.238
O 12.626 2.341 32.151 0.168 -0.041 -0.041
O 11.003 2.956 30.166 0.27 -0.005 0.184
O 13.426 0.129 33.321 0.136 -0.113 -0.208
O 14.75 15.72 29.701 0.204 0.019 0.072
O 10.089 13.354 30.339 -0.005 -0.145 0.329
O 13.134 9.915 31.763 0.264 -0.092 0.391
O 12.193 0.47 30.414 0.016 0.172 0.233
O 15.385 4.083 28.499 -0.069 0.286 0.128
O 9.97 15.518 24.431 0.03 0.223 -0.208
O 12.263 12.426 31.631 0.04 -0.138 0.06
O 15.733 7.172 29.041 -0.157 0.17 -0.071
O 12.815 16.277 27.952 0.025 0.106 0.138
Si 0.012 16.365 5.401 -0.003 -0.001 0.006
Si 2.683 2.768 5.364 -0.005 -0.088 -0.045
Si 16.382 5.402 5.337 -0.024 0.038 -0.053
Si 2.74 8.145 5.413 0.036 0.091 0.024
Si 16.382 10.933 5.445 0.047 -0.005 -0.032
Si 2.725 13.663 5.448 0.034 -0.004 -0.023
Si 5.468 16.386 5.484 0.016 -0.034 0.011
Si 8.17 2.762 5.39 0.057 -0.063 -0.062
Si 5.449 5.48 5.39 -0.065 -0.045 -0.018
Si 8.192 8.183 5.417 0.008 -0.046 -0.086
Si 5.483 10.856 5.549 -0.058 -0.018 -0.002
Si 8.252 13.613 5.495 0.015 0.068 0.022
Si 10.984 16.37 5.378 -0.019 0.125 -0.056
Si 13.682 2.686 5.354 -0.066 0.021 -0.016
Si 10.964 5.419 5.485 0.007 0.027 -0.053
Si 13.667 8.141 5.424 -0.007 0.007 -0.051
Si 10.956 10.879 5.416 -0.03 0.003 -0.004
Si 13.661 13.674 5.376 0.056 -0.04 -0.095
Si 1.355 1.371 6.759 -0.005 -0.002 -0.032
Si 4.066 4.111 6.753 -0.01 0.04 -0.037
Si 1.347 6.771 6.745 0.139 -0.071 -0.035
Si 4.07 9.505 6.843 -0.026 0.017 -0.003
Si 1.357 12.293 6.804 -0.006 -0.012 0.01
Si 4.088 15.022 6.821 -0.029 0.061 -0.001
Si 6.836 1.384 6.79 -0.028 0.023 0.016
Si 9.556 4.071 6.8 0.022 -0.018 0.002
Si 6.822 6.826 6.785 0.007 0.012 -0.013
Si 9.567 9.54 6.794 0.023 0.015 -0.036
Si 6.858 12.268 6.849 -0.002 -0.003 -0.015
Si 9.622 15.022 6.792 0.045 -0.116 0.004
Si 12.319 1.351 6.76 -0.003 -0.018 -0.014
Si 15.031 4.058 6.749 0.03 -0.032 -0.048
Si 12.311 6.812 6.819 -0.02 0.001 0.026
Si 15.017 9.543 6.781 -0.03 0.021 0.016
Si 12.306 12.291 6.764 -0.025 0.001 -0.055
Si 15.032 15.017 6.773 0.018 0.008 -0.018
Si 16.395 2.719 8.148 0.002 0 0.014
Si 2.718 0.012 8.147 0.009 -0.013 0.021
Si 0.001 8.171 8.124 0.013 0.068 -0.046
Si 2.718 5.454 8.155 -0.038 -0.021 0.008
Si 16.391 13.661 8.157 -0.014 -0.011 0.003
Si 2.723 10.925 8.167 0.034 0.022 0.011
Si 5.443 2.746 8.13 -0.004 -0.049 -0.005
Si 8.217 16.396 8.131 0.03 0.061 -0.018
Si 5.466 8.172 8.188 -0.03 -0.032 0.014
Si 8.196 5.462 8.15 -0.015 0.008 -0.007
Si 5.469 13.655 8.169 -0.011 -0.022 0.016
Si 8.223 10.907 8.192 0.022 0.028 0.021
Si 10.94 2.704 8.141 -0.04 -0.023 0.003
Si 13.676 16.393 8.147 -0.004 0.005 0.017
Si 10.935 8.187 8.165 -0.02 -0.018 0.015
Si 13.688 5.436 8.146 -0.018 0.017 -0.007
Si 10.958 13.648 8.165 -0.007 0.041 0.031
Si 13.66 10.924 8.145 -0.014 -0.019 -0.012
Si 1.36 4.087 9.526 0.024 -0.019 -0.007
Si 4.097 1.369 9.509 -0.001 0.017 0.012
Si 1.348 9.556 9.506 0.009 -0.021 0
Si 4.087 6.818 9.535 0.018 0.011 0.001
Si 1.361 15.035 9.515 -0.021 0.023 -0.005
Si 4.099 12.295 9.53 0.004 0.02 0.028
Si 6.815 4.104 9.502 0.01 0.017 -0.016
Si 9.567 1.351 9.509 0.024 -0.032 0.004
Si 6.828 9.562 9.548 0.015 -0.009 0.001
Si 9.556 6.834 9.525 0.021 0.021 0
Si 6.84 15.036 9.511 -0.016 -0.019 0.013
Si 9.576 12.297 9.543 -0.009 -0.021 0.011
Si 12.298 4.088 9.507 0.02 0.001 -0.006
Si 15.038 1.354 9.529 -0.005 0.018 -0.011
Si 12.288 9.574 9.524 -0.011 0.035 -0.006
Si 15.038 6.826 9.511 0.012 -0.042 0.002
Si 12.31 15.028 9.526 0.02 -0.016 -0.005
Si 15.023 12.291 9.515 0.019 -0.009 0.001

Results
total energy: -115447.580 eV
total energy less fixed offsets of O -438.35, Si -107.03 eV per atom: 18.760 eV
